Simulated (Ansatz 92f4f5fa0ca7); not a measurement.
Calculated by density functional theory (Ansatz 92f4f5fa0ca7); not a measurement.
Periodic cell of 186 atoms, Si104O82, from a study of silicon, its oxide and their interface. The atomic structure is a simulated model.

Settings: functional PBE; potential files Ansatz PAW; basis plane waves; wave-function cutoff 700 eV; density cutoff ratio 5; exchange-correlation grid ratio 2; k mesh 2 x 2 x 1, shifted by 0.5 0.5 0.5 of a step; self-consistency stop 5e-08 eV per atom in the density residual; occupations Fermi-Dirac, 0.05 eV; spin none; net charge 0.

Cell vectors (angstrom)
a	11.5983	0	0
b	0	11.5983	0
c	-4.8808	-1.2362	24.451

Atoms and the computed forces on them: element, x, y, z (angstrom), force x, y, z (eV/angstrom)
Si	-1.3402	0.1032	0.0373	-0.0479	0.0837	-0.1742
Si	-1.2254	5.4583	-0.279	0.0399	0.0759	-0.1021
Si	-1.2561	8.5887	0.2446	-0.1043	-0.1365	-0.3789
Si	2.584	1.0118	0.3083	-0.0756	0.0816	-0.4412
Si	2.4875	4.1663	-0.1044	0.0108	-0.1983	-0.2236
Si	2.7919	9.5003	-0.0314	0.042	-0.1467	-0.0912
Si	6.4082	0.8906	0.3282	0.0762	-0.0078	-0.4694
Si	6.378	3.9856	-0.3372	-0.0098	-0.158	-0.1747
Si	6.3691	9.3864	0.1476	0.1408	0.0943	-0.2502
Si	0.5489	0.8436	1.4323	-0.2472	-0.0166	-0.2082
Si	0.5905	4.7915	1.2035	-0.0705	0.0444	-0.1169
Si	0.8124	8.6839	1.3059	0.2662	0.2145	-0.2631
Si	4.4896	1.0096	1.6533	0.0457	-0.05	-0.1609
Si	4.5096	4.681	1.0803	0.0188	-0.0539	-0.1458
Si	4.5111	8.9033	1.49	-0.0433	0.0319	-0.0742
Si	8.4405	0.8312	1.4598	0.1969	-0.0635	-0.1604
Si	8.3611	4.7475	0.937	0.0067	-0.0045	-0.083
Si	8.313	8.6473	1.3944	-0.2188	0.1581	-0.2345
Si	0.5011	2.9135	2.6739	0.0052	-0.0006	0.0442
Si	0.7624	6.6884	2.627	0.0165	-0.0212	0.1266
Si	0.6503	10.5288	2.777	0.0707	-0.116	0.2422
Si	4.5061	3.0344	2.7658	-0.0085	0.2352	0.3566
Si	4.5163	6.6961	2.5156	-0.0345	-0.1246	-0.1934
Si	4.4912	10.6659	2.9356	-0.0658	-0.0124	0.3763
Si	8.4673	2.9548	2.5793	0.0193	0.0824	-0.0532
Si	8.2696	6.5811	2.5484	0.0654	-0.0862	0.0304
Si	8.3764	10.5251	2.7939	-0.0452	-0.0435	0.2762
Si	-1.3458	2.9427	4.1224	-0.0017	-0.0148	0.1079
Si	-1.303	6.6628	3.9461	-0.0404	-0.0063	-0.0793
Si	-1.2973	10.5081	4.1264	-0.0492	0.0777	-0.0018
Si	2.5036	3.0083	4.0563	0.0857	0.0136	-0.1111
Si	2.6582	6.6652	4.0281	-0.1342	0.067	0.0465
Si	2.5329	10.5846	4.1879	0.054	-0.0788	-0.1109
Si	6.5183	2.9998	4.0289	-0.076	0.0318	-0.1084
Si	6.4	6.6319	3.9826	0.0975	0.0216	0.0941
Si	6.4762	10.5834	4.1499	0.0404	-0.0956	-0.1169
Si	-1.3798	0.9224	5.3606	0.0742	0.1028	0.0153
Si	-1.258	4.859	5.5647	0.0393	-0.0015	-0.1155
Si	-1.3464	8.5381	5.4219	0.0779	-0.0978	0.12
Si	2.5437	1.0233	5.305	-0.1311	0.0692	0.1524
Si	2.5685	4.8696	5.6014	0.0066	-0.0253	-0.04
Si	2.6303	8.5772	5.4237	0.0101	-0.0711	0.1535
Si	6.4506	1.0092	5.2766	0.1464	-0.0048	0.1946
Si	6.4674	4.8424	5.5761	0.0016	0.0298	0.0365
Si	6.4753	8.5645	5.3442	-0.0928	0.0035	0.1251
Si	0.604	1.0137	6.6091	0.0657	0.1052	-0.3706
Si	0.6481	4.8836	7.065	-0.0266	0.0873	0.003
Si	0.6483	8.5473	6.7236	-0.0029	-0.2414	-0.3317
Si	4.513	1.0186	6.5835	0.0999	0.1448	-0.2631
Si	4.5212	4.9042	7.0142	0.0893	0.0278	0.0624
Si	4.6135	8.6274	6.766	0.0701	-0.1732	-0.2715
Si	8.2764	0.8993	6.7243	-0.2972	0.0148	-0.0925
Si	8.4314	4.8385	7.0002	-0.063	0.0697	0.0184
Si	8.2983	8.5087	6.8352	-0.0345	-0.1576	-0.2201
Si	0.6163	2.7321	8.1859	0.0319	-0.0254	0.3089
Si	0.6931	6.9294	8.4637	-0.1239	0.0809	0.2467
Si	0.5992	10.6147	7.7595	0.0771	0.0151	0.1559
Si	4.4929	2.7784	8.1101	0.0285	-0.0627	0.1444
Si	4.7084	6.9579	8.4391	-0.0473	-0.0393	0.2112
Si	4.4962	10.6743	7.8635	0.0449	0.0137	0.2585
Si	8.2983	2.7582	8.1762	-0.0107	-0.0833	0.0421
Si	8.4209	6.7645	8.4927	0.112	0.0909	0.0218
Si	8.1563	10.5027	8.0337	-0.1828	0.1656	0.2685
Si	-1.3697	2.0658	9.3171	-0.0013	-0.2777	0.4499
Si	-1.2902	7.6252	9.7552	0.1468	0.1875	0.1487
Si	-1.3458	10.6201	9.0111	0.0636	0.0781	0.555
Si	2.6074	2.1695	9.3911	-0.0704	-0.1818	0.2801
Si	2.7339	7.6168	9.5924	-0.0384	0.3388	0.2481
Si	2.5196	10.6866	9.0816	-0.1316	0.042	0.4502
Si	6.3455	2.4058	9.5278	-0.0036	-0.0534	0.0739
Si	6.6556	6.8845	10.1306	-0.0363	-0.3061	-0.2161
Si	6.1976	10.8548	9.475	-0.019	0.2407	0.0751
Si	-1.5969	6.6746	17.6806	-0.066	0.0462	-0.1739
Si	-0.4698	6.3486	12.2943	0.1061	-0.1158	0.1916
Si	4.1339	3.469	14.2262	-0.1536	-0.0719	0.1705
Si	2.247	3.3446	12.1768	-0.142	-0.1315	0.1474
Si	4.693	7.8526	14.3503	0.0735	0.0223	0.2504
Si	8.5521	2.8735	13.6574	-0.1473	-0.1715	0.2254
Si	4.5437	-1.4909	16.6022	-0.0055	-0.1467	0.09
Si	-1.6729	2.924	16.2171	-0.0158	-0.0168	-0.0008
Si	-0.4058	5.6441	15.2023	0.0181	0.0027	0.2127
Si	-5.6336	4.6301	18.9757	0.0126	0.105	-0.0665
Si	2.4613	6.5372	12.4711	-0.2537	-0.0163	0.3153
Si	-3.8544	-1.4598	20.0142	-0.0659	-0.0316	-0.2023
Si	6.1172	2.7867	21.3001	0.0579	0.0362	-0.1237
Si	10.9428	3.3871	11.9218	0.0855	0.04	0.2431
Si	2.4236	5.3737	16.2009	-0.1198	0.038	0.0238
Si	7.8121	11.5213	13.8421	0.037	0.1158	0.2285
Si	8.7272	4.289	18.578	-0.0449	-0.0354	-0.1239
Si	6.2653	4.2913	12.0954	0.0253	-0.0847	0.1031
Si	1.0679	5.4816	18.9034	-0.0219	0.081	-0.1658
Si	6.5012	9.2918	12.0406	-0.0012	0.1559	0.3693
Si	-1.3025	-2.0256	18.4532	-0.0212	0.0097	-0.0261
Si	9.6583	11.6158	16.2307	-0.1336	0.0405	0.0171
Si	6.8625	11.5937	17.5792	0.0595	0.0581	-0.0297
Si	5.3454	0.9678	15.6346	-0.0416	0.0982	0.0288
Si	4.9916	6.4353	16.7649	0.0463	0.059	-0.0181
Si	3.8527	9.484	19.6663	0.0115	-0.111	-0.0725
Si	-5.5299	7.5854	19.2479	-0.0549	0.0359	-0.0118
Si	-2.4632	3.4801	21.4044	0.0588	0.0463	-0.3559
Si	0.3475	4.0015	21.4798	-0.0907	-0.1087	-0.225
Si	1.1035	-3.2771	19.9001	0.2348	0.0756	-0.2244
Si	5.653	-0.2636	21.5495	0.073	-0.193	-0.3762
Si	-0.1734	6.9853	22.3798	-0.0497	0.1377	-0.05
O	-0.67	4.1167	15.7231	0.0265	0.0475	-0.0572
O	-0.9017	2.9215	21.2774	0.0858	0.0822	0.0739
O	-1.3162	10.0984	-0.5342	0.0604	0.3007	0.4049
O	2.5397	2.4985	-0.5566	-0.0541	0.1856	0.5188
O	-0.2863	5.4182	21.9904	-0.0454	-0.0075	0.0393
O	5.2194	-0.2571	23.1128	-0.0003	-0.0795	0.148
O	0.0728	-3.6359	21.0988	-0.1092	-0.1417	0.2604
O	-5.2085	6.0536	19.7059	-0.0304	-0.0558	0.0044
O	3.7941	9.8519	18.0499	-0.0024	0.0498	0.0027
O	2.7192	11.1238	-0.5193	-0.1162	-0.24	0.3363
O	-4.3439	8.6147	19.6591	0.0461	0.0789	0.0423
O	0.942	7.1495	12.487	-0.0117	-0.015	-0.0796
O	6.3735	-0.6178	-0.4656	0.0173	-0.1703	0.493
O	-4.4516	-1.0251	21.4834	-0.0417	0.0898	0.1187
O	1.3973	3.4163	22.5848	0.0565	-0.127	0.2796
O	6.3799	2.306	-0.6143	0.0904	0.2628	0.4213
O	1.7585	6.9153	19.3214	-0.112	0.0119	0.0493
O	2.3623	9.2763	20.2782	-0.0794	-0.0729	0.0446
O	7.606	4.0029	12.9796	-0.0703	0.0499	-0.1084
O	11.3121	4.9215	11.5234	0.0251	0.0488	-0.0765
O	7.5639	10.3058	12.7798	-0.0372	-0.1553	-0.1401
O	10.0904	3.2038	13.2772	0.1502	-0.0057	-0.0783
O	-1.2134	9.2832	9.9973	-0.1417	-0.325	-0.381
O	5.0679	2.4054	14.9914	-0.0032	0.0452	-0.0721
O	2.8728	3.1638	10.6935	0.0325	-0.1603	-0.1212
O	-1.2953	0.4662	9.8563	-0.0464	0.2363	-0.589
O	5.5016	6.6662	15.2014	-0.0499	0.0594	-0.034
O	2.5431	12.1559	9.9342	0.0595	0.1909	-0.4553
O	2.5526	9.2709	9.9971	0.1511	-0.4647	-0.4109
O	3.0982	6.8622	11.0218	0.0741	0.1706	-0.2838
O	6.4379	11.7899	14.687	0.1004	-0.0649	-0.1258
O	6.0838	3.1065	10.9981	0.0659	0.0106	-0.1128
O	4.2606	8.9706	15.4709	0.0008	0.0183	-0.0671
O	9.0977	11.0799	14.7827	-0.0184	0.0145	-0.0224
O	-1.0674	5.9986	13.7639	0.0436	0.0357	-0.1422
O	6.4894	12.4121	9.9233	-0.1121	0.0784	-0.111
O	-0.4758	5.927	18.5945	0.0682	-0.0893	0.1123
O	3.3623	6.6332	16.6494	0.0351	-0.02	0.0586
O	8.3482	11.9798	17.1019	-0.0247	-0.0371	0.0263
O	-1.5959	2.8213	10.7542	0.0288	0.0789	-0.1176
O	0.2288	-2.3591	18.8707	-0.0173	-0.0587	0.0249
O	-3.0544	2.9757	15.3066	0.0283	0.0354	-0.1389
O	6.3727	5.6694	11.2289	0.0611	0.291	-0.1771
O	-2.5643	3.9055	22.985	-0.0305	-0.2245	0.3541
O	8.6946	5.7184	17.7793	0.0746	-0.0359	0.0498
O	7.1862	8.1374	11.0958	-0.0853	-0.2644	-0.1648
O	8.1669	12.9632	13.144	-0.022	0.0305	-0.0692
O	5.6859	10.1685	10.9202	0.0818	0.0377	-0.3997
O	3.0796	2.5798	13.3489	0.0258	0.0988	-0.155
O	6.1657	10.2476	16.9243	-0.0385	0.0508	-0.0564
O	7.2169	3.7345	18.457	-0.0213	0.0355	0.0413
O	-1.4786	7.1876	11.3558	-0.0115	0.0118	-0.3147
O	-1.9307	3.1969	17.8115	-0.0143	0.061	0.0381
O	6.9715	11.2967	19.1519	0.0444	-0.0385	0.0748
O	1.7743	4.7994	17.5939	-0.0112	0.0273	0.0985
O	-2.246	-1.3728	19.6552	-0.0125	-0.0123	-0.0001
O	3.3546	4.323	15.3783	0.0672	-0.0683	-0.1072
O	-6.2631	3.7082	20.1672	0.0703	-0.0528	0.1282
O	5.9356	12.8632	17.1472	0.0231	-0.1722	-0.0425
O	3.3756	7.1849	13.6527	-0.0607	-0.0229	-0.2215
O	5.1374	5.0089	17.6002	0.066	0.0673	0.0505
O	1.1143	4.3399	20.069	-0.0236	-0.0748	0.1539
O	0.7716	2.6485	12.1516	-0.0165	0.0485	-0.038
O	5.592	8.5586	13.1859	0.0689	0.0785	-0.1556
O	-6.932	8.0821	19.9088	0.0035	0.0746	0.0065
O	9.0979	4.5555	20.152	0.0042	-0.0163	0.1785
O	-1.6012	7.4098	23.0729	-0.0541	0.1357	-0.0179
O	-1.0587	1.4014	16.0721	-0.009	-0.0051	0.0064
O	1.2144	5.8551	15.2167	-0.0656	-0.0435	-0.0394
O	6.0351	8.3752	-1.1231	0.0742	0.0873	-0.0348
O	5.0374	4.364	13.1863	0.1102	0.0189	-0.2014
O	-1.2664	7.123	-0.6468	0.0378	-0.1476	0.4709
O	-0.9905	4.6347	-1.6871	-0.065	0.1521	0.0861
O	2.2937	4.9181	12.6084	0.1056	0.0227	0.0054
O	4.5605	-0.9782	20.5727	0.0872	0.0654	0.1457
O	-1.1503	-1.1077	17.1015	0.0416	-0.0368	0.0306
O	-3.837	2.6126	21.1549	-0.0097	0.0623	0.0258
O	-2.0319	8.1608	18.109	0.0068	0.0252	0.0467
O	4.0867	-0.0643	15.8866	0.0555	-0.0085	0.0152
O	5.5728	1.289	21.1143	-0.0431	0.0228	0.0301
O	5.8083	7.5553	17.625	-0.0243	-0.0516	0.0205
O	-1.0664	6.7731	16.1607	0.0173	-0.0743	-0.0406

Results
free energy: -112758.593 eV
free energy less fixed offsets of O -569.03, Si -635.61 eV per atom: 5.307 eV
pressure: -0.45 GPa
stress xx, yy, zz, yz, xz, xy (GPa, positive in tension): -0.84, 1.92, 0.28, -0.07, -0.01, 0.03

The program warned: the cutoff lies below the one the program advises for these potential files.
